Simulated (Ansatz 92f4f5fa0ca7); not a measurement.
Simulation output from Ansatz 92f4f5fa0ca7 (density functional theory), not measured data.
Periodic cell of 158 atoms, Si90O68, from a study of silicon, its oxide and their interface. The atomic structure is a simulated model.

Settings
functional: r2SCAN
potential files: Ansatz norm-conserving
basis: plane waves
wave-function cutoff: 1300 eV
density cutoff ratio: 4
exchange-correlation grid ratio: 1
k mesh: 2 x 2 x 1, shifted by 0.5 0.5 0.5 of a step
self-consistency stop: 5e-08 eV per atom in the density residual
occupations: Fermi-Dirac, 0.05 eV
spin: none
net charge: 0

Cell vectors (angstrom)
a 10.88 0 0
b 0 10.88 0
c 0 0 22.1107

Atoms: element, x, y, z (angstrom)
Si -0.5689 1.3812 -0.1523
Si 3.4956 3.3899 1.797
Si 0.6053 5.4956 -1.046
Si 2.7741 8.3448 -0.2964
Si 6.1842 0.0587 -0.5698
Si 9.1691 4.7062 -1.1176
Si 5.0505 6.5694 -1.8222
Si 8.4965 8.5819 -0.4169
Si 1.6863 2.0958 1.3697
Si 3.486 3.9194 -1.3232
Si 0.9304 6.9574 1.0101
Si 4.4168 9.9526 0.6538
Si 7.2 1.7477 1.1188
Si 9.1303 3.1597 0.6501
Si 7.6893 6.4556 -0.1582
Si 9.4745 9.5816 1.4042
Si -0.0609 2.8504 3.0125
Si 2.9116 0.2003 2.4467
Si -0.2214 8.0064 2.642
Si 2.7178 5.277 3.0797
Si 5.6467 2.7781 2.7319
Si 7.9658 0.3666 2.8082
Si 5.666 8.0966 2.9807
Si 7.1523 6.1123 2.8954
Si 1.0298 4.1446 4.4275
Si 4.2007 1.4253 3.9801
Si 1.2179 9.7609 3.7521
Si 3.9569 6.9715 3.991
Si 6.5401 4.1079 4.2054
Si 9.4787 1.4056 4.2019
Si 6.913 9.6333 4.025
Si 9.3044 6.4186 4.0247
Si -0.0543 0.066 5.3456
Si 2.4503 2.6446 5.2857
Si -0.2221 5.6302 5.9635
Si 2.598 8.424 5.2748
Si 5.5781 0.0313 5.3892
Si 7.9481 2.8974 5.553
Si 5.459 5.8205 5.2947
Si 8.1124 8.0677 5.3395
Si 1.3215 1.497 6.9597
Si 3.5396 4.6851 6.229
Si 1.9265 6.448 6.6913
Si 4.5858 9.1508 6.4028
Si 6.9334 0.8824 6.9448
Si 9.0497 4.1582 7.0767
Si 6.3174 7.4456 6.4788
Si 9.3675 9.6278 6.5703
Si -0.5177 2.6567 7.9991
Si 2.04 -3.3789 11.19
Si -0.3355 8.392 9.0546
Si 4.7583 5.9803 9.744
Si 3.5087 2.5389 8.9469
Si 5.7873 -0.3845 9.7211
Si 4.1499 9.0072 8.6483
Si 6.9047 6.2148 8.421
Si 0.0469 -0.8913 10.576
Si 3.8928 0.6596 11.4955
Si 2.6321 9.6834 10.2598
Si 4.5119 4.4579 8.1594
Si 7.206 4.0036 14.2122
Si 8.1302 -0.7592 13.2202
Si 11.6082 14.6103 9.4482
Si 8.3196 7.4701 9.7514
Si 5.6711 2.0413 15.6421
Si -1.7046 2.0942 12.7523
Si 7.1793 9.0813 11.0946
Si 9.4261 6.8836 11.6888
Si 10.151 1.5446 10.6022
Si 2.7664 10.8852 14.0754
Si -2.0625 -1.1383 17.93
Si 3.8092 4.4636 15.7546
Si -5.0092 6.3262 12.3701
Si 1.7534 4.2072 14.0102
Si 3.0268 -3.169 13.4737
Si 11.8581 4.8367 16.1062
Si 11.2395 8.3247 20.0677
Si 17.5013 7.6373 17.704
Si -4.3237 5.4406 16.8693
Si 0.0013 13.2826 17.1875
Si 0.9791 7.5281 15.824
Si 11.3966 -5.0308 11.6273
Si 6.6536 -11.7017 15.8148
Si 11.2154 1.5753 14.2348
Si -1.9164 2.6719 19.5052
Si 4.8247 1.6675 19.1553
Si 9.8846 9.0421 13.5594
Si 2.5994 0.4882 17.2197
Si 6.7376 2.7634 18.2282
Si 11.4216 9.1695 17.6507
O -7.3356 4.2145 0.2877
O -4.7841 8.7768 -5.572
O 4.3153 5.0703 -2.0896
O 3.4334 4.3449 -8.028
O 7.3768 9.7555 -0.9266
O 1.8615 5.7709 1.8847
O 3.793 7.5576 -1.3151
O 0.3389 6.19 -5.6186
O 7.9334 -0.2755 -5.2937
O 3.9118 0.8136 -4.0099
O 7.4525 5.8638 1.3481
O 22.8946 0.2239 -8.1038
O 6.3195 6.3075 -0.9914
O 5.7167 0.6598 -2.0701
O 9.5241 1.5412 -1.5478
O 7.3909 9.4174 -7.659
O -0.0813 -2.4157 14.8475
O -0.1934 -1.6604 12.0157
O -1.2375 1.4929 8.9182
O 2.2637 7.0087 14.8577
O 6.105 11.7069 8.5004
O 4.3422 13.713 15.9208
O 6.4695 4.4537 18.1974
O 13.723 1.3812 7.9196
O 13.4114 4.6328 16.7185
O 7.8886 4.8731 8.0116
O 14.7533 1.8572 10.4124
O 6.7844 5.4196 13.407
O 9.0604 7.7218 13.041
O 5.0536 7.5467 9.3644
O 16.4842 -5.4424 11.0501
O 0.6211 5.3186 10.1021
O 1.9966 -1.0239 17.8433
O -5.4624 10.9296 11.2897
O 0.4434 2.6064 10.6863
O 1.4592 13.5409 14.002
O -2.6972 11.7945 13.1391
O 13.2081 3.766 9.1259
O 3.0107 -12.4481 13.681
O 10.5883 1.6672 15.8257
O 8.1647 10.5456 7.3099
O -2.2936 14.2288 13.4698
O 12.1303 4.8663 12.6373
O -4.7075 2.798 14.2716
O -0.4334 0.0161 22.8715
O 3.1545 -4.4717 10.3738
O 1.6559 9.0291 20.851
O 0.1156 -6.8882 17.0839
O -7.0107 0.8136 13.1144
O -5.837 5.567 16.1116
O 5.7085 11.3023 15.3346
O 4.5729 17.9668 13.4405
O 12.6446 -6.4235 20.5061
O -1.1951 8.7978 20.5475
O 12.4904 1.751 17.5391
O 18.4524 15.7179 15.552
O 3.8681 13.3446 20.0892
O 15.9268 8.6115 23.5242
O 17.7371 2.2774 16.6419
O 6.4695 18.7306 11.9083
O 11.5753 6.6677 19.9659
O -5.4835 7.4604 18.8212
O -0.344 19.5863 7.4637
O 1.1047 12.6544 22.0113
O 8.1211 8.2171 18.2096
O -1.173 3.6628 24.2915
O 2.8674 -10.4395 15.6475
O 9.8485 2.0565 18.2784

Results
free energy: -42103.713 eV
free energy less fixed offsets of O -463.61, Si -117.95 eV per atom: 37.267 eV
pressure: -1.63 GPa
stress xx, yy, zz, yz, xz, xy (GPa, positive in tension): 2.19, 1.75, 0.97, 0.1, -1.12, -2.27

Forces (eV/angstrom), in the order of the atoms: element, x, y, z
Si 1.9146 0.2966 1.9093
Si 1.1986 2.0099 -0.7143
Si 0.2251 -0.8504 0.1466
Si 0.2372 0.5261 0.5952
Si 1.3609 -0.1907 -0.7244
Si 0.7422 -0.3386 0.062
Si -4.8343 1.165 -3.5414
Si -0.1182 2.9732 -0.4657
Si -0.0738 -1.6508 2.8903
Si -3.2614 2.0535 -0.0534
Si 3.5483 -2.1774 -0.2311
Si -2.1991 -1.2234 1.0317
Si -0.8124 0.1738 -0.1177
Si -0.1376 -0.034 1.9322
Si 0.7553 -1.9464 -0.3476
Si -0.3179 2.4053 0.995
Si 0.9231 -1.1429 -0.7819
Si -0.5684 0.0461 -0.7575
Si -0.2667 1.0556 1.1413
Si 0.2798 -1.9062 1.5246
Si -1.8619 -1.2395 -2.268
Si 1.4616 -1.9553 -1.3686
Si -1.1437 -0.5582 -2.8444
Si 0.7367 -0.1252 2.0478
Si 0.2418 1.7079 0.4825
Si -0.4374 -0.5149 1.0378
Si 1.0085 -1.1823 0.0356
Si -0.1695 0.6161 0.1396
Si 0.738 1.9822 -0.0564
Si -0.9708 1.5331 0.2081
Si 0.305 0.4588 0.4689
Si 0.056 1.4972 0.3043
Si 1.1557 -0.6362 1.2152
Si 1.5449 0.1807 0.3834
Si 0.1799 -0.8919 -1.0253
Si 0.0782 -1.2359 0.1608
Si -1.2815 0.1972 -0.6935
Si 0.5386 -1.6783 0.1511
Si -2.0448 -1.7863 -0.271
Si 1.754 1.0651 -0.9247
Si 1.431 0.3055 -0.5723
Si -0.7511 0.4209 -0.9353
Si -0.3593 0.9356 -0.0663
Si -0.8853 -0.9772 0.1159
Si 1.3145 -0.808 2.7343
Si -0.6484 1.9786 -1.0114
Si -0.2581 0.4341 1.7243
Si -0.0701 -0.8194 0.2065
Si 0.6293 -1.2222 -0.793
Si 3.5528 -0.6807 -0.2798
Si -0.8649 -1.8372 0.2399
Si -3.8734 1.4258 1.2199
Si -1.1338 -0.095 0.2632
Si 0.8922 -0.3176 -1.6264
Si 1.7429 -0.8267 2.1164
Si 0.671 -1.4573 -0.9108
Si 1.2812 1.8711 0.3903
Si 0.1802 -2.1534 -1.1287
Si -1.9917 0.6514 1.259
Si 0.9408 -0.4481 1.2155
Si 1.6901 2.2056 -1.7268
Si -2.2111 3.2942 -2.3971
Si 1.7937 2.5828 2.8299
Si 1.659 0.989 0.4297
Si 0.2348 -0.8932 -2.9571
Si 2.5574 -2.0927 -0.0338
Si 1.1331 -0.0967 -0.1232
Si -1.2485 0.1051 0.0651
Si -1.8162 -2.5582 -0.7556
Si 0.1313 -1.0552 0.603
Si 0.3899 0.298 0.0446
Si 2.4006 -0.9603 -1.1761
Si -0.9171 3.1146 2.988
Si 1.1486 1.4036 -0.3069
Si 0.9556 -1.5848 -0.6322
Si 3.0703 -1.1914 -0.7775
Si 0.537 0.1928 -2.595
Si -0.3786 0.8784 -0.5203
Si -0.1542 -0.4058 -2.4546
Si 4.7618 -1.3951 -0.2086
Si -0.8824 2.9275 -0.4316
Si 0.6987 0.6665 -1.2875
Si 2.6669 0.6164 -0.774
Si -3.7648 0.6097 0.3764
Si -1.0767 -0.0738 -0.1891
Si 1.2825 -1.216 -2.1147
Si 5.1365 -2.5742 -0.368
Si -1.4967 -0.3158 2.0298
Si -0.1121 0.8724 0.6614
Si -0.4522 -2.4165 1.4293
O 1.1611 -1.2593 -0.9606
O -0.8195 -1.8326 1.9949
O 1.312 1.3415 0.0725
O -1.4831 0.9104 2.3997
O -1.2309 0.3165 0.5038
O -2.7332 2.3494 -3.2019
O 1.652 -1.629 0.1971
O -0.7883 3.4501 -0.811
O -1.1146 -1.0643 -0.7557
O 1.0086 -0.1507 0.0543
O 0.3889 0.0018 -2.5787
O 0.6723 -1.3758 -1.3196
O 0.8269 0.0531 1.0152
O 0.6834 -1.3564 2.046
O -0.215 -1.1827 -0.2251
O -2.126 1.1154 1.8666
O -0.1067 -0.2383 -1.3523
O 0.3822 -0.1248 1.278
O 0.099 0.3577 2.3538
O -0.5781 1.1774 -0.085
O 0.8356 -0.417 -0.0777
O -1.3689 1.6374 1.5035
O 0.8434 -0.6747 -1.2222
O -1.0766 0.2342 0.6762
O 0.1772 0.4557 -0.5079
O 0.4261 0.3679 -0.0737
O -0.6392 1.1496 -0.4314
O -0.9882 -0.3603 -1.8307
O -0.1473 -1.6936 0.1009
O -0.341 2.0775 -1.5492
O -0.3929 0.3744 0.6335
O -1.2578 -3.2116 -1.0745
O 1.4106 3.9384 -1.3513
O -0.4124 1.1066 -0.5227
O 1.8625 1.8831 -0.5789
O 0.8649 -0.3905 -0.2414
O -1.5734 -2.8366 0.5438
O 0.3685 -2.0129 0.1203
O 0.1107 1.7112 1.2595
O 0.0152 -0.6049 -3.0346
O -0.178 0.8891 -0.7694
O -2.0194 3.4537 1.3336
O -0.1516 -0.5758 0.6376
O 0.0513 0.1052 -0.1658
O -1.1751 -1.1228 -0.8632
O -0.1634 0.3094 1.0223
O -2.1111 -0.0493 -0.7826
O -1.6462 -2.5402 1.1132
O -2.2374 0.2852 0.9011
O -0.7418 -2.2069 0.1999
O -0.1644 -0.2705 0.9008
O 0.5615 -1.2607 -1.765
O 1.7185 -1.0384 1.0394
O 1.36 -1.3979 0.4463
O -2.261 0.2847 -0.1969
O -0.892 -0.1441 3.4065
O -2.1766 3.0125 2.7203
O 1.7793 -0.5439 1.4514
O 1.2323 0.6174 2.5576
O -1.2078 -2.1759 0.7831
O -0.9987 2.5045 -0.3081
O 1.2587 -1.2385 1.3093
O -1.3613 1.5916 -0.7446
O -1.3139 -0.0177 -1.6238
O -1.2387 0.2884 -0.667
O -1.797 1.1897 -2.4444
O 1.2387 -0.8387 -0.6388
O -1.0858 0.3095 0.8529
